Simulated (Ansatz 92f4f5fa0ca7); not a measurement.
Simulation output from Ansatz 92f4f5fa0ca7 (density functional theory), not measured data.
Periodic cell of 221 atoms, Si129O88B4, from a study of silicon, its oxide and their interface. The atomic structure is a simulated model.
Doubt: the cutoff is low for norm-conserving oxygen, so forces and energies are approximate.
Doubt: the program's own warning below bears on the result.

Settings: functional HSE06; potential files SPMS norm-conserving; basis plane waves; wave-function cutoff 800 eV; density cutoff ratio 4; exchange-correlation grid ratio 1; k mesh 1 x 1 x 1, Gamma-centred; occupations fixed; spin none; net charge 0.

Cell vectors (angstrom)
a	10.938	0	0
b	0	10.938	0
c	0	0	31.8413

Atoms: element, x, y, z (angstrom)
Si	0.278	10.4891	24.3012
Si	5.2243	0.2368	24.4199
Si	2.9385	2.3919	24.4589
B	7.6865	3.1543	24.8929
Si	10.5375	5.4494	24.382
Si	5.8304	5.2338	24.4023
Si	2.5991	8.3451	24.4626
B	8.7261	7.6034	24.8244
Si	1.3231	1.2263	25.7082
Si	6.8983	1.4064	25.6278
Si	4.141	4.0703	25.6573
Si	9.3823	3.9563	25.7594
Si	1.3308	6.6865	25.605
Si	6.9843	6.868	25.6678
Si	4.1118	9.5745	25.7846
Si	9.5301	9.372	25.5672
Si	2.7345	-0.0172	27.1231
Si	8.2408	-0.05	26.9764
Si	-0.007	2.6943	27.0404
Si	5.4923	2.7155	27.0677
Si	2.7535	5.432	27.0254
Si	8.2033	5.4625	27.1335
Si	0.0367	8.1416	27.0311
Si	5.5244	8.175	27.0475
Si	4.1018	1.3673	28.4231
Si	9.5708	1.3673	28.4231
Si	1.3673	4.1018	28.4231
Si	6.8362	4.1018	28.4231
Si	4.1018	6.8362	28.4231
Si	9.5708	6.8362	28.4231
Si	1.3673	9.5708	28.4231
Si	6.8362	9.5708	28.4231
Si	0	0	29.7903
Si	5.469	0	29.7903
Si	2.7345	2.7345	29.7903
Si	8.2035	2.7345	29.7903
Si	0	5.469	29.7903
Si	5.469	5.469	29.7903
Si	2.7345	8.2035	29.7903
Si	8.2035	8.2035	29.7903
Si	1.3673	1.3673	31.1576
Si	6.8362	1.3673	31.1576
Si	4.1018	4.1018	31.1576
Si	9.5708	4.1018	31.1576
Si	1.3673	6.8362	31.1576
Si	6.8362	6.8362	31.1576
Si	4.1018	9.5708	31.1576
Si	9.5708	9.5708	31.1576
Si	2.7345	0	0.6835
Si	8.2035	0	0.6835
Si	0	2.7345	0.6835
Si	5.469	2.7345	0.6835
Si	2.7345	5.469	0.6835
Si	8.2035	5.469	0.6835
Si	0	8.2035	0.6835
Si	5.469	8.2035	0.6835
Si	4.1018	1.3673	2.0507
Si	9.5708	1.3673	2.0507
Si	1.3673	4.1018	2.0507
Si	6.8362	4.1018	2.0507
Si	4.1018	6.8362	2.0507
Si	9.5708	6.8362	2.0507
Si	1.3673	9.5708	2.0507
Si	6.8362	9.5708	2.0507
Si	0	0	3.418
Si	5.469	0	3.418
Si	2.7345	2.7345	3.418
Si	8.2035	2.7345	3.418
Si	0	5.469	3.418
Si	5.469	5.469	3.418
Si	2.7345	8.2035	3.418
Si	8.2035	8.2035	3.418
Si	1.3831	1.3305	4.7069
Si	6.7966	1.4215	4.8728
Si	4.0521	4.1743	4.7777
Si	9.5025	4.1355	4.8031
Si	1.3512	6.8883	4.7695
Si	6.863	6.8221	4.7863
Si	4.1369	9.5849	4.8366
Si	9.5014	9.6663	4.7379
Si	2.78	0.1073	6.1626
Si	8.131	-0.0173	6.2739
Si	-0.0487	2.6539	5.9804
Si	5.5113	2.9784	6.2311
Si	2.7396	5.6119	6.1851
Si	8.1545	5.4567	6.3097
Si	0.0034	8.3579	6.0205
Si	5.6575	8.3182	6.1969
Si	3.768	1.8775	7.4385
Si	9.8238	1.1584	7.5091
Si	1.4235	3.934	7.2214
B	6.3481	4.7137	7.0483
Si	4.4229	6.7694	7.503
Si	9.4551	7.2087	7.3944
Si	1.1528	9.8806	7.4406
B	7.3996	9.1342	7.0117
O	9.4898	6.7545	24.0617
O	4.0754	1.3197	23.8881
O	8.236	8.3436	7.7563
O	2.5639	2.9331	7.8813
O	6.9282	3.982	24.11
O	1.4769	9.4182	23.888
O	5.54	5.5219	7.8065
O	0.0249	0.0368	7.9933
O	10.4846	6.9043	8.6833
O	1.7904	9.1104	8.7579
O	4.2435	1.3183	8.8942
O	0.3159	4.3883	8.3607
O	9.2599	1.9584	8.8612
O	3.8773	7.438	8.9299
O	5.3688	5.8838	22.9512
O	2.1366	2.9749	23.1511
O	10.67	0.1234	22.8458
O	-0.0614	4.5467	23.0196
O	3.4942	7.7958	23.1961
O	5.8926	10.4318	23.1065
Si	9.5808	9.3038	14.9308
Si	2.4328	4.9505	11.5367
Si	0.862	0.684	14.6535
Si	10.0428	9.9362	18.798
Si	6.8216	0.3614	11.6169
Si	9.5727	7.1711	12.6539
Si	2.0297	9.189	17.8882
Si	3.0368	8.6364	9.6985
Si	4.1793	2.4847	16.8058
Si	4.5677	7.0997	22.193
Si	10.8794	5.3409	16.7072
Si	2.6257	6.3756	17.8121
Si	0.9749	2.5499	17.2138
Si	5.7474	6.6002	16.9094
Si	8.5838	4.6861	11.4558
Si	10.9479	5.532	9.4715
Si	3.0938	0.0955	20.1379
Si	1.6452	7.548	12.4027
Si	5.7187	9.8711	21.5883
Si	1.3705	1.8676	11.72
Si	0.2513	0.5864	21.3658
Si	2.6966	9.4239	14.7636
Si	8.9375	3.3089	15.5044
Si	0.9582	3.5448	22.1892
Si	9.355	1.8305	10.4969
Si	5.5951	8.7709	14.9292
Si	6.8123	8.2809	12.217
Si	3.0582	5.0583	20.4277
Si	9.3986	1.634	18.1815
Si	7.9494	0.8981	14.385
Si	5.9484	4.2833	15.0711
Si	7.008	0.898	19.7212
Si	5.5557	5.4611	12.0625
Si	4.6707	2.6803	19.709
Si	4.035	0.5835	10.3192
Si	6.0426	0.2658	16.7227
Si	8.7344	7.6531	17.5478
O	0.1136	1.763	18.3894
O	6.0205	9.6669	16.2171
O	1.4468	5.5416	10.3157
O	6.9399	4.868	11.3513
O	3.415	1.6477	19.7939
O	7.1247	7.2169	17.6317
O	6.9519	1.0234	13.1105
O	5.7097	7.1012	11.8943
O	5.4142	1.0056	11.0946
O	10.2727	10.6841	20.2579
O	8.9959	8.7023	16.322
O	1.886	3.4344	11.835
O	0.593	1.8368	15.7829
O	8.9027	2.7164	17.054
O	8.8424	3.0786	11.4383
O	4.9538	3.0506	18.1359
O	2.3748	11.0164	14.7035
O	7.0751	1.06	15.7523
O	9.5403	5.1883	10.2275
O	2.5921	2.6072	17.1417
O	1.4588	6.0962	16.6053
O	2.146	7.7276	18.5808
O	5.9975	2.0096	20.3617
O	9.169	8.5334	18.8853
O	3.6709	6.4645	20.9828
O	0.8164	1.3583	13.1733
O	2.1467	6.0173	12.7617
O	8.4192	1.7377	19.5094
O	1.8309	8.4821	13.7332
O	2.6581	1.0259	11.1238
O	9.239	10.983	17.8047
O	6.9713	10.5117	20.7104
O	9.1731	2.0013	14.4974
O	11.0072	7.4567	11.9273
O	6.7424	8.5888	13.8121
O	6.4693	0.3504	18.28
O	0.3941	4.0317	17.5439
O	9.1784	5.5608	12.7403
O	8.5568	10.3443	14.2329
O	8.2599	0.6459	10.8596
O	2.494	8.1267	11.1453
O	4.2382	9.3201	14.2476
O	6.5513	9.6906	11.4697
O	5.6484	8.2215	21.6391
O	9.7495	7.9128	14.0911
O	8.3343	7.8326	11.8189
O	2.5687	5.1613	18.8792
O	1.7704	0.0688	21.0734
O	1.7031	4.5515	21.158
O	10.9679	1.6454	10.7897
O	10.0206	4.5778	15.4619
O	4.2899	3.9968	20.5635
O	5.5463	4.9983	13.6477
O	0.4872	9.6436	18.0001
O	4.2657	6.5727	17.6185
O	3.9959	9.9142	10.0229
O	2.5213	8.9825	16.3355
O	2.9302	10.2616	18.7074
O	7.4753	3.7367	14.8985
O	5.3685	7.297	15.5026
O	10.9182	10.26	14.9961
O	4.3048	10.349	20.9525
O	4.5533	0.9113	16.5862
O	4.7066	3.2655	15.457
O	9.773	6.3644	17.3825
O	0.2203	2.2597	21.4334
O	6.1538	5.1134	16.4571
O	4.1071	4.9826	11.367

Results
free energy: -54345.116 eV
free energy less fixed offsets of B -77.42, O -447.96, Si -113.29 eV per atom: -0.546 eV
gap between the highest filled and lowest empty level on this k mesh: 1.195 eV

The program warned: the cutoff lies below the one the program advises for these potential files; the model core charge is not resolved on the grid; the forces do not sum to zero within the program's tolerance; the exchange-correlation potential is rough where the density is thin.
